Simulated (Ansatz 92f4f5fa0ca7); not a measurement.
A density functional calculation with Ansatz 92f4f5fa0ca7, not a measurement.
Periodic cell of 226 atoms, Si134O92, from a study of silicon, its oxide and their interface. The atomic structure is a simulated model.
Doubt: the cutoff is far below the 930 eV that the study's wrapper takes by default for these files, so forces and energies are approximate.
This geometry differs little from another in the collection (a relaxation step or a small displacement).

Settings
functional: PBE
potential files: Ansatz PAW
basis: plane waves
wave-function cutoff: 580 eV
density cutoff ratio: 5
exchange-correlation grid ratio: 1
k mesh: 1 x 1 x 1, Gamma-centred
self-consistency stop: 5e-08 eV per atom in the density residual
occupations: fixed
spin: none
net charge: 0

Cell vectors (angstrom)
a, 10.938, 0, 0
b, 0, 10.938, 0
c, 0, 0, 32.9007

Atoms: element, x, y, z (angstrom)
Si, -0.1498, 0.1941, 25.3727
Si, 5.8569, -0.3014, 25.4514
Si, 2.5504, 2.9835, 25.5107
Si, 8.5907, 2.4453, 25.5556
Si, 0.2735, 5.1052, 25.6395
Si, 5.2416, 5.6838, 25.3708
Si, 2.9891, 7.9333, 25.2337
Si, 8.0925, 8.3969, 25.2933
Si, 1.4243, 1.3195, 26.7436
Si, 6.9297, 1.3063, 26.7844
Si, 4.1301, 4.1456, 26.787
Si, 9.6682, 3.9812, 26.9524
Si, 1.4477, 6.8314, 26.7032
Si, 6.8928, 6.8223, 26.6468
Si, 4.1614, 9.4898, 26.6487
Si, 9.6208, 9.5492, 26.6942
Si, 2.7997, -0.0651, 28.0698
Si, 8.2659, -0.0533, 28.1448
Si, 0.097, 2.6244, 28.2148
Si, 5.5032, 2.7111, 28.0927
Si, 2.7516, 5.4791, 28.1485
Si, 8.2159, 5.4495, 28.1002
Si, 0.0367, 8.1788, 28.0731
Si, 5.5112, 8.1579, 28.087
Si, 4.1018, 1.3673, 29.4825
Si, 9.5708, 1.3673, 29.4825
Si, 1.3673, 4.1018, 29.4825
Si, 6.8362, 4.1018, 29.4825
Si, 4.1018, 6.8362, 29.4825
Si, 9.5708, 6.8362, 29.4825
Si, 1.3673, 9.5708, 29.4825
Si, 6.8362, 9.5708, 29.4825
Si, 0, 0, 30.8497
Si, 5.469, 0, 30.8497
Si, 2.7345, 2.7345, 30.8497
Si, 8.2035, 2.7345, 30.8497
Si, 0, 5.469, 30.8497
Si, 5.469, 5.469, 30.8497
Si, 2.7345, 8.2035, 30.8497
Si, 8.2035, 8.2035, 30.8497
Si, 1.3673, 1.3673, 32.217
Si, 6.8362, 1.3673, 32.217
Si, 4.1018, 4.1018, 32.217
Si, 9.5708, 4.1018, 32.217
Si, 1.3673, 6.8362, 32.217
Si, 6.8362, 6.8362, 32.217
Si, 4.1018, 9.5708, 32.217
Si, 9.5708, 9.5708, 32.217
Si, 2.7345, 0, 0.6835
Si, 8.2035, 0, 0.6835
Si, 0, 2.7345, 0.6835
Si, 5.469, 2.7345, 0.6835
Si, 2.7345, 5.469, 0.6835
Si, 8.2035, 5.469, 0.6835
Si, 0, 8.2035, 0.6835
Si, 5.469, 8.2035, 0.6835
Si, 4.1018, 1.3673, 2.0507
Si, 9.5708, 1.3673, 2.0507
Si, 1.3673, 4.1018, 2.0507
Si, 6.8362, 4.1018, 2.0507
Si, 4.1018, 6.8362, 2.0507
Si, 9.5708, 6.8362, 2.0507
Si, 1.3673, 9.5708, 2.0507
Si, 6.8362, 9.5708, 2.0507
Si, 0, 0, 3.418
Si, 5.469, 0, 3.418
Si, 2.7345, 2.7345, 3.418
Si, 8.2035, 2.7345, 3.418
Si, 0, 5.469, 3.418
Si, 5.469, 5.469, 3.418
Si, 2.7345, 8.2035, 3.418
Si, 8.2035, 8.2035, 3.418
Si, 1.4281, 1.3039, 4.8251
Si, 6.7487, 1.4227, 4.8169
Si, 4.0154, 4.1461, 4.8141
Si, 9.5161, 4.1685, 4.71
Si, 1.338, 6.8627, 4.8217
Si, 6.7749, 6.9088, 4.6668
Si, 4.0368, 9.6337, 4.8728
Si, 9.5129, 9.6282, 4.7586
Si, 2.7525, 0.0297, 6.4912
Si, 8.062, -0.0086, 6.1378
Si, -0.1782, 2.6389, 5.9386
Si, 5.3495, 2.7913, 6.2255
Si, 2.5908, 5.4606, 6.2831
Si, 8.1748, 5.6174, 5.9695
Si, -0.0555, 8.2647, 6.1208
Si, 5.3813, 8.1392, 6.0812
Si, 3.758, 1.8848, 7.8109
Si, 9.6414, 1.1824, 7.3805
Si, 1.209, 3.7641, 7.3782
Si, 6.6623, 4.4504, 7.2411
Si, 4.3471, 6.5538, 7.5037
Si, 9.2607, 7.1506, 7.4011
Si, 0.911, 9.8257, 7.5898
Si, 6.9356, 9.2934, 7.3799
O, 5.5318, 5.4636, 7.9225
O, -0.0475, 0.2008, 7.7112
O, 2.3703, 2.8249, 8.068
O, 8.1355, 8.253, 7.8335
O, 2.2782, 8.5449, 23.8489
O, 8.1381, 5.4928, 22.8117
O, 6.9466, 9.523, 24.8537
O, 1.3883, 4.0527, 24.9945
O, 6.1575, 9.8902, 8.6563
O, -0.2477, 4.1491, 8.7667
O, 0.7435, 9.2108, 9.1064
O, 7.8096, 3.9551, 8.3222
O, 9.8054, 6.5758, 8.8605
O, 4.4809, 1.8786, 9.2939
O, 3.8232, 7.2772, 8.8898
O, 9.3212, 1.8781, 8.8499
O, 5.2711, 0.5227, 24.1616
O, 8.0181, 3.2697, 24.2767
O, 11.7461, 6.6854, 19.7682
O, 5.9002, 4.8707, 24.0975
O, 8.8282, 7.8038, 23.9094
O, 3.3084, 2.3865, 24.1831
O, 4.1294, 6.7941, 24.7967
O, 11.408, -0.4462, 23.9776
Si, 11.7919, 9.093, 10.7305
Si, 7.1425, 15.3549, 11.4575
Si, 8.2977, 11.4043, 15.0344
Si, 2.1088, 13.1567, 19.2725
Si, 4.7753, 13.5752, 10.74
Si, 1.756, -2.3588, 17.5598
Si, 5.0086, 1.4924, 18.7146
Si, 0.8657, -0.5923, 20.0528
Si, -0.761, 7.7354, 12.9402
Si, -3.1434, -1.8767, 16.5475
Si, 9.2018, 2.5199, 16.6483
Si, 8.9861, 3.3883, 9.2565
Si, 6.5912, 10.0812, 10.292
Si, 10.934, 5.654, 9.5505
Si, 1.7462, 9.0358, 14.4693
Si, 4.0206, 12.1144, 23.3613
Si, 5.3717, 3.0379, 21.3218
Si, -3.7699, 7.5992, 12.0017
Si, -1.8914, -1.8099, 19.1549
Si, 11.4471, 5.6937, 21.0256
Si, 6.3964, 2.3448, 15.9447
Si, 16.6012, 4.4441, 14.072
Si, 0.0666, 4.8988, 12.6321
Si, 10.3878, 2.2853, 13.9397
Si, 1.7196, 9.9063, 23.0869
Si, 3.1552, 4.6795, 12.1445
Si, 5.9949, 6.9323, 15.983
Si, -4.8171, 9.5544, 18.9411
Si, 10.6426, 6.802, 18.5647
Si, 4.3446, 7.0375, 18.5606
Si, -0.2473, 3.9055, 18.7496
Si, 4.5715, 0.1509, 12.1212
Si, 12.4918, 11.3554, 12.6502
Si, 2.7616, 6.9734, 10.0881
Si, 7.1971, 4.2625, 23.3044
Si, 9.405, 6.3874, 23.2918
Si, 4.6947, -2.3196, 13.8209
Si, 3.2531, 4.8319, 20.7215
O, 9.0504, -1.5773, 17.5381
O, -4.4765, 9.6281, 17.3378
O, 11.7284, 1.7673, 13.149
O, 10.487, 6.2045, 13.4174
O, 3.819, 5.8632, 19.5791
O, 12.4342, 6.2122, 9.2998
O, 7.5408, 11.2727, 10.5962
O, -3.4183, -3.4651, 16.2927
O, 5.9045, 3.8183, 10.5586
O, 15.2013, 4.7718, 13.3189
O, -1.2746, 1.3342, 24.9435
O, 5.1361, 8.1748, 15.3373
O, 8.9262, 11.8514, 16.5018
O, 3.0528, 8.2572, 13.79
O, 5.03, 10.1254, 10.9122
O, 2.012, 5.4317, 21.6295
O, 13.2453, 8.3308, 10.8627
O, 1.2702, -1.2424, 21.5224
O, 1.1172, 3.1015, 18.3124
O, 5.5501, 2.6488, 19.749
O, 3.0279, 7.6404, 17.8543
O, 1.9298, -1.7559, 16.0768
O, 0.7186, 10.5119, 11.5112
O, 2.9328, 0.0329, 23.0521
O, 3.3717, 3.3797, 11.1846
O, 0.3796, 7.7137, 17.4232
O, -0.5359, 13.7372, 15.5308
O, -2.3997, 7.8922, 12.9219
O, 7.2509, 6.0426, 11.4346
O, 5.184, 8.2491, 19.3086
O, 5.2893, 6.4119, 17.3734
O, 5.7489, 7.7979, 12.8485
O, 10.7187, 5.2476, 11.0681
O, -0.4848, 6.4875, 22.0443
O, -1.6568, 1.0653, 13.8652
O, -0.5409, 5.3105, 17.9546
O, 8.1139, 9.7898, 15.1154
O, 6.8569, 4.0083, 13.0234
O, 4.5568, 4.4351, 21.6014
O, 8.529, 3.7628, 10.7665
O, 7.5542, 9.4437, 19.7609
O, 10.6771, 8.0904, 11.3965
O, 7.7607, 14.1667, 16.2701
O, 1.7829, 10.5885, 14.0445
O, 0.2438, 8.5338, 13.9874
O, 10.0836, 3.6526, 13.1034
O, 14.3076, 5.9936, 11.2063
O, -3.8115, 8.5519, 10.7101
O, -0.1887, 4.3191, 20.3643
O, 6.8117, 12.0649, 14.936
O, 13.9375, 11.5391, 11.9639
O, 16.2709, 3.2679, 15.1477
O, 6.8061, 3.3446, 22.02
O, 5.2576, 12.5775, 11.9433
O, 5.3556, 10.9444, 19.3145
O, 3.3845, 1.5785, 18.4902
O, 9.5251, 2.901, 18.2042
O, 1.2581, 11.9521, 20.0237
O, 1.6441, 9.6689, 18.7805
O, 10.2511, 5.6515, 24.4464
O, 6.1544, 5.7316, 14.9197
O, 4.6122, 1.7577, 21.9795
O, 2.7045, 14.2964, 20.2676
O, -0.7483, 20.9978, 19.869
O, 4.814, -0.6984, 13.5215
O, 5.7288, 1.7557, 17.2954
O, 1.6677, 4.6473, 12.8152
O, 9.3413, 7.5078, 19.2683

Results
free energy: -137503.596 eV
free energy less fixed offsets of O -568.88, Si -635.61 eV per atom: 5.104 eV

Forces (eV/angstrom), in the order of the atoms: element, x, y, z
Si, 0.0002, -0.0019, 0.0187
Si, 0.0141, -0.0073, -0.0256
Si, -0.0005, -0.003, 0.0176
Si, 0.0078, -0.0095, -0.0286
Si, 0.0024, -0.007, -0.0229
Si, -0.0031, 0.0031, 0.0134
Si, 0.0053, -0.0091, -0.005
Si, 0.0032, 0.0061, 0.0155
Si, -0.0077, 0.0093, -0.0055
Si, 0.001, -0.002, 0.0079
Si, -0.0081, 0.0074, -0.0041
Si, -0.0034, 0.0042, 0.0072
Si, 0.0065, 0.0005, 0.0081
Si, -0.0121, 0.0091, -0.007
Si, 0.001, -0.0065, 0.0077
Si, -0.0124, 0.0099, -0.0024
Si, -0.003, 0.003, 0.0034
Si, 0.0077, -0.0089, -0.0041
Si, 0.0072, -0.0096, 0.0005
Si, -0.0003, -0.0017, 0.0016
Si, 0.0022, -0.0031, -0.0027
Si, 0.004, -0.0045, 0.0061
Si, -0.0019, 0.0026, 0.0006
Si, 0.0055, -0.0014, -0.0011
Si, 0.1095, -0.1316, -0.2842
Si, 0.125, -0.4345, 0.5735
Si, 0.2606, 0.0068, 0.3779
Si, -0.0053, -0.009, -0.0967
Si, 0.248, 0.0717, 0.158
Si, 0.0743, 0.0142, -0.2645
Si, 0.1212, -0.0834, -0.2841
Si, 0.0123, -0.196, -0.0128
Si, -0.1271, 0.0704, 0.0358
Si, 0.0238, 0.0102, -0.0229
Si, -0.0172, 0.1541, 0.0194
Si, 0.0054, 0.0278, -0.0404
Si, -0.0346, -0.037, -0.0231
Si, -0.0628, 0.022, -0.0039
Si, 0.044, 0.0447, -0.0183
Si, -0.065, 0.0522, -0.005
Si, 0.016, -0.0837, -0.0217
Si, 0.0318, 0.0233, -0.0258
Si, 0.0874, -0.0716, 0.0013
Si, -0.0048, -0.0163, -0.0151
Si, -0.0075, -0.0257, -0.026
Si, 0.0585, -0.0535, -0.0202
Si, -0.019, -0.0109, -0.0137
Si, 0.0917, -0.0591, -0.0044
Si, 0.0027, 0.0441, 0.0439
Si, -0.077, 0.0197, 0.0092
Si, -0.0476, 0.0676, 0.0103
Si, 0.0082, 0.0288, 0.0081
Si, -0.0433, 0.0168, 0.0198
Si, -0.0385, 0.0396, 0.0504
Si, -0.0493, 0.0042, 0.006
Si, -0.0291, 0.0558, 0.0017
Si, 0.0351, -0.0165, 0.0059
Si, 0.0893, 0.0119, 0.0568
Si, -0.0326, -0.0529, 0.0412
Si, -0.0845, -0.176, -0.0318
Si, 0.0888, -0.0546, 0.018
Si, 0.0703, 0.029, -0.0104
Si, -0.0955, -0.0924, -0.0198
Si, 0.1284, -0.0501, -0.0147
Si, 0.2309, -0.0495, -0.0097
Si, -0.3123, 0.069, 0.3277
Si, -0.0303, -0.1329, 0.1214
Si, -0.5001, 0.0352, -0.0547
Si, 0.2124, 0.2786, -0.181
Si, -0.419, -0.1668, -0.2458
Si, -0.0908, 0.2995, 0.4208
Si, 0.0326, 0.4899, -0.6274
Si, -0.0173, 0.0025, 0.0095
Si, 0.0109, 0.0031, 0.0001
Si, -0.0022, 0.0139, -0.0011
Si, 0.0027, -0.0083, 0.0032
Si, 0.0109, 0.0019, 0.0005
Si, -0.0115, -0.0086, 0.0078
Si, 0.0057, -0.0001, -0.0021
Si, 0.0002, 0.0133, 0.0055
Si, 0.0028, -0.0006, -0.0023
Si, -0.0052, -0.0105, -0.003
Si, 0.0591, 0.0433, -0.0088
Si, -0.0138, -0.0285, -0.0156
Si, 0.0186, 0.0079, 0.0025
Si, 0.0032, -0.0075, -0.0299
Si, 0.0047, 0.0003, -0.0087
Si, 0.0036, 0.0045, 0.017
Si, -0.0158, 0.0137, -0.0067
Si, -0.0196, -0.0152, 0.0313
Si, 0.0446, -0.0569, -0.0674
Si, -0.0048, 0.0255, 0.0437
Si, -0.0079, 0.0027, -0.0271
Si, 0.0002, 0.028, 0.0458
Si, 0.0145, -0.0096, 0.0058
Si, -0.1463, 0.0984, 0.1614
O, 0.0109, -0.0048, -0.0004
O, -0.0063, 0.0014, -0.0017
O, -0.0002, -0.004, -0.0118
O, 0.0366, -0.0337, -0.011
O, 0.0013, -0.0003, 0.0026
O, 0.0015, -0.0012, 0.001
O, -0.013, 0.0148, -0.001
O, -0.0107, 0.0091, -0.0005
O, 0.1397, -0.0501, 0.0463
O, -0.1038, 0.0164, 0.0768
O, -0.0027, 0.0018, 0.0028
O, 0.005, -0.0111, 0.007
O, -0.0034, 0.0014, -0.0083
O, 0.0034, 0.0002, 0.0176
O, -0.0015, -0.0039, 0.0136
O, 0.0179, 0.007, -0.0026
O, -0.0038, -0.0028, 0.0121
O, 0.0028, -0.0052, 0.0163
O, 0.0006, 0.0003, -0.0001
O, 0.0019, -0.0002, -0.0045
O, 0.002, -0.0058, -0.0047
O, 0.0062, -0.0101, -0.0114
O, -0.0026, 0.002, -0.0035
O, 0.0032, -0.001, -0.0066
Si, 0.0016, -0.0078, -0.0104
Si, 0.0014, 0.0242, -0.0055
Si, 0.0015, -0.0043, 0.0283
Si, -0.0001, 0.0003, 0.0047
Si, -0.0219, 0.023, -0.0206
Si, -0.0005, -0.0004, 0.0041
Si, -0.0022, 0.0002, 0.0058
Si, 0.0001, -0.0002, 0.004
Si, -0.0032, -0.0036, -0.0032
Si, -0.0016, -0.0052, 0.0114
Si, 0.0004, 0.0038, 0.0099
Si, 0.0051, 0.027, -0.0074
Si, 0.0888, 0.1185, -0.3343
Si, 0.0004, -0.0101, -0.0142
Si, -0.0002, -0.0043, 0.0041
Si, -0.0024, -0.0014, 0.0114
Si, -0.0016, 0.0004, 0.0049
Si, 0.0056, 0.0264, -0.0439
Si, -0.0002, 0.0007, 0.0055
Si, -0.0006, 0.0003, 0.0044
Si, -0.0039, 0.0062, 0.0115
Si, -0.0016, 0.0081, 0.0059
Si, -0.0001, 0.0154, -0.0121
Si, 0.0134, 0.0121, 0.0061
Si, -0.0006, 0.0042, 0.0057
Si, -0.0016, 0.0121, 0
Si, -0.0013, 0.001, 0.004
Si, 0, -0.0001, 0.0048
Si, 0.0007, 0.0013, 0.0032
Si, -0.0002, -0.0009, 0.0035
Si, 0.0006, 0.0002, 0.0051
Si, -0.063, -0.044, -0.015
Si, 0.0038, -0.0028, 0.0006
Si, 0.0012, 0.0007, -0.0137
Si, 0.0018, -0.001, 0.0054
Si, 0.002, -0.0005, 0.0083
Si, 0.0001, -0.0119, -0.0017
Si, -0.0005, 0, 0.0039
O, -0.0013, 0.0017, -0.0055
O, 0.0011, 0.0003, -0.0037
O, -0.0053, 0.001, 0.003
O, 0.0026, -0.0077, -0.0039
O, 0.0007, 0.0012, -0.0022
O, -0.0033, 0.0011, 0.0087
O, -0.0993, -0.1094, -0.0532
O, 0.0006, 0.0019, -0.0014
O, 0.0018, -0.011, 0.0057
O, 0.001, -0.0028, -0.002
O, -0.012, 0.0129, 0.0004
O, 0.0007, 0.0017, -0.0004
O, -0.0015, -0.0016, -0.0095
O, 0.0007, 0.0025, 0.0001
O, -0.1037, 0.0666, 0.1106
O, -0.0002, 0.0001, -0.0013
O, -0.0015, 0.0014, 0.0038
O, 0.0003, -0.0001, -0.0017
O, -0.0006, -0.0003, -0.0021
O, -0.0004, -0.0006, -0.0027
O, 0.0006, -0.0005, -0.0008
O, -0.0004, 0.0007, -0.0038
O, -0.0037, 0.0037, 0.0043
O, 0.004, 0.0042, 0.0022
O, 0.0107, -0.0103, 0.0033
O, -0.0011, 0.0001, -0.0023
O, -0.0012, -0.0027, -0.0056
O, 0.0081, 0.0007, 0.0099
O, -0.0029, -0.0178, 0.0051
O, -0.0002, 0.0004, -0.0015
O, 0, 0.0001, -0.0016
O, -0.0031, 0.0005, 0.0076
O, 0.0064, -0.0081, 0.019
O, -0.0031, -0.0005, 0.0022
O, -0.0086, -0.0051, -0.0118
O, -0.001, -0.0007, -0.0032
O, -0.0001, 0.0063, -0.0084
O, -0.001, -0.0045, -0.0001
O, -0.0005, -0.001, -0.0014
O, -0.0025, -0.0108, -0.0179
O, -0.0007, 0.0006, -0.0017
O, -0.0004, 0.0034, 0.0061
O, -0.001, -0.002, -0.0039
O, -0.0005, 0.0031, -0.0027
O, 0.0017, 0.0024, 0.0007
O, -0.004, -0.0075, 0.0019
O, -0.0022, -0.006, 0.0059
O, 0.093, -0.0898, 0.0992
O, -0.0005, -0.0005, -0.0007
O, 0.0012, -0.0031, -0.0085
O, 0.0077, 0.0083, 0.0046
O, 0.0022, -0.0017, -0.0025
O, 0.0002, 0.0016, 0.0018
O, 0.0379, -0.0076, -0.0114
O, 0.0002, 0.0001, -0.0009
O, 0.0004, 0.0001, -0.0017
O, -0.0007, -0.0007, -0.0036
O, -0.0004, 0.0003, -0.0014
O, -0.0002, 0.0006, -0.0004
O, 0.0056, -0.0021, 0.0047
O, -0.0002, -0.0055, -0.0047
O, 0.0005, 0.0002, -0.0003
O, -0.0006, -0.0009, -0.0018
O, -0.0003, 0.0001, -0.0008
O, 0.0079, 0.0117, 0.0025
O, 0.0024, 0.0011, -0.0075
O, -0.0013, -0.0006, -0.0002
O, -0.0022, -0.0013, -0.0007

The program warned: the cutoff lies below the one the program advises for these potential files; the forces do not sum to zero within the program's tolerance; the exchange-correlation potential is rough where the density is thin.
